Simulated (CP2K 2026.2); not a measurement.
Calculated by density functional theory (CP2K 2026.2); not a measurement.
Periodic cell of 534 atoms, Si358O176, from a study of silicon, its oxide and their interface. The atomic structure is a simulated model.
Doubt: the forces sum to 3.99 eV/angstrom along one axis rather than to zero, so they err by at least 0.0075 eV/angstrom per atom on average; the grid cutoff is modest.

Settings
functional: PBE
method: Gaussian and plane waves
basis set: DZVP-MOLOPT-SR-GTH
pseudopotentials: GTH-PBE
grid cutoff: 350 Ry, relative cutoff 50 Ry
k points: Gamma only
occupations: fixed
spin: none
net charge: 0

Cell vectors (angstrom)
a	16.4025	0	0
b	0	16.4025	0
c	0	0	35.6192

Atoms and the computed forces on them: element, x, y, z (angstrom), force x, y, z (eV/angstrom)
Si	0.029	16.346	0.31	0.01	-0.253	0.393
Si	2.752	2.31	35.275	-0.119	0.247	0.141
Si	15.778	6.248	0.106	0.165	-0.316	-0.116
Si	2.862	8.142	35.604	-0.209	-0.156	-0.301
Si	16.319	11.521	35.562	-0.325	-0.222	0.208
Si	2.294	14.14	0.174	-0.206	0.584	-0.125
Si	5.218	0.339	0.041	0.09	0.078	0.053
Si	8.355	2.472	0.09	-0.339	-0.173	-0.431
Si	5.272	6.132	35.341	-0.119	0.088	0.275
Si	7.842	8.431	35.48	0.069	-0.146	0.218
Si	5.647	10.701	35.602	0.088	0.094	-0.124
Si	8.101	13.559	35.339	0.069	-0.055	0.231
Si	10.667	0.278	0.012	0.024	0.034	-0.525
Si	14.203	2.236	35.49	0.027	-0.777	0.07
Si	11.416	6.036	35.237	-0.251	0.089	0.381
Si	14.01	7.772	0.232	0.013	0.481	0.3
Si	10.772	11.811	35.218	-0.041	0.119	0.303
Si	13.919	13.6	35.592	0.052	0.084	0.048
Si	1.511	1.257	1.466	-0.097	-0.105	-0.384
Si	3.686	3.892	1.245	0.238	0.222	-0.143
Si	1.251	6.955	1.364	0.036	0.029	0.103
Si	4.023	9.647	1.358	0.084	0.07	-0.091
Si	1.288	12.538	1.501	-0.102	-0.069	0.062
Si	4.077	15.123	1.356	0.028	0.125	-0.024
Si	6.73	1.443	1.445	0.072	0.015	-0.001
Si	9.444	4.247	1.151	0.323	0.186	-0.21
Si	6.701	6.983	1.341	0.09	-0.066	-0.168
Si	9.424	9.501	1.247	0.017	0.062	-0.084
Si	6.845	12.279	1.275	-0.156	-0.034	-0.065
Si	9.373	15.09	1.189	-0.11	-0.048	-0.155
Si	12.354	1.387	1.237	0.181	0.121	0.002
Si	14.96	4.217	1.017	0.056	0.681	-0.181
Si	12.337	6.885	1.56	-0.167	-0.236	-0.009
Si	14.87	9.461	1.552	0.006	-0.251	0.051
Si	12.203	12.598	1.271	0.018	-0.087	-0.058
Si	14.99	15.045	1.525	-0.214	-0.138	-0.425
Si	0.274	2.656	2.859	0.306	-0.168	0.026
Si	2.818	16.386	2.877	0.245	-0.105	-0.026
Si	16.384	8.251	2.891	-0.084	-0.068	0.145
Si	2.565	5.454	2.689	0.007	-0.049	-0.016
Si	16.302	13.723	2.924	-0.045	-0.035	0.164
Si	2.677	11.044	2.72	-0.05	-0.075	-0.069
Si	5.315	2.817	2.71	-0.103	-0.005	0.065
Si	8.115	0.005	2.695	-0.032	0.175	0.161
Si	5.372	8.295	2.755	0.063	0.003	0.208
Si	8.104	5.521	2.618	-0.152	0.207	0.089
Si	5.452	13.672	2.644	0.03	-0.046	-0.151
Si	8.184	10.95	2.693	0.071	-0.018	0.075
Si	10.968	2.886	2.545	-0.029	0.001	-0.016
Si	13.57	0.037	2.743	-0.103	0.005	0.163
Si	10.854	8.27	2.711	-0.042	0.029	0.047
Si	13.676	5.403	2.759	0.202	-0.346	0.014
Si	10.801	13.825	2.671	-0.004	0.058	0.049
Si	13.494	11.035	2.657	0.03	0.142	-0.064
Si	1.405	4.128	4.268	-0.003	0.01	0.003
Si	4.129	1.423	4.195	-0.118	-0.099	-0.024
Si	1.354	9.666	4.157	-0.096	-0.003	-0.064
Si	4.012	6.84	4.062	0.013	-0.007	-0.211
Si	1.34	15.092	4.207	-0.038	-0.058	-0.082
Si	4.087	12.358	4.077	-0.032	0.038	0.044
Si	6.753	4.177	4.038	-0.097	-0.055	0.003
Si	9.555	1.457	3.966	-0.089	-0.007	-0.149
Si	6.796	9.631	4.114	-0.079	-0.078	-0.138
Si	9.485	6.865	4.048	0.018	-0.058	-0.094
Si	6.789	15.029	4.082	0.074	0.043	-0.049
Si	9.54	12.354	4.063	-0.016	-0.066	-0.138
Si	12.271	4.097	4.114	-0.019	0.102	-0.078
Si	14.988	1.416	4.072	0.059	0.143	-0.234
Si	12.221	9.634	4.09	-0.029	-0.041	-0.051
Si	15.041	6.797	4.161	0.025	-0.098	-0.104
Si	12.19	15.11	4.118	-0.026	0.054	-0.077
Si	14.89	12.301	4.154	0.049	0.109	-0.166
Si	16.4	0.02	10.938	0.027	-0.045	-0.001
Si	2.74	2.753	10.947	-0.001	0.004	0.011
Si	16.382	5.495	10.944	-0.011	-0.026	-0.001
Si	2.721	8.231	10.96	0	-0.038	-0.002
Si	16.369	10.96	10.934	0.023	0.026	0.011
Si	2.731	13.7	10.933	-0.022	-0.036	-0.002
Si	5.459	0.028	10.949	-0.021	0.012	-0.004
Si	8.197	2.756	10.97	0.006	0.01	0.016
Si	5.472	5.488	10.955	0.005	-0.016	0.004
Si	8.18	8.202	10.946	0.019	0.009	-0.004
Si	5.456	10.951	10.952	-0.014	-0.019	-0.013
Si	8.183	13.669	10.96	0.022	-0.004	-0.004
Si	10.91	0.023	10.955	0.01	0.006	-0.01
Si	13.638	2.763	10.932	0	-0.024	-0.008
Si	10.898	5.491	10.934	0.029	-0.005	-0.003
Si	13.627	8.215	10.936	0.002	0.038	0.004
Si	10.904	10.943	10.941	0.027	0.007	-0.005
Si	13.649	13.685	10.933	-0.008	-0.007	-0.004
Si	1.383	1.367	12.31	-0.02	0.036	0.006
Si	4.112	4.116	12.317	-0.02	0	-0.019
Si	1.351	6.855	12.315	0.047	0.048	0.018
Si	4.1	9.587	12.327	0.007	0.051	0.006
Si	1.361	12.325	12.274	-0.009	0.025	-0.021
Si	4.095	15.065	12.315	0.033	0.014	0.008
Si	6.828	1.377	12.328	-0.038	-0.03	-0.019
Si	9.561	4.132	12.333	0.004	0.003	0.014
Si	6.842	6.831	12.341	-0.051	-0.014	0
Si	9.539	9.569	12.313	-0.01	-0.025	-0.007
Si	6.831	12.289	12.338	-0.022	0.034	0.031
Si	9.565	15.026	12.316	-0.013	-0.001	-0.01
Si	12.276	1.403	12.306	0.046	0.004	0.002
Si	15.019	4.117	12.298	0.038	0.054	0.024
Si	12.269	6.841	12.306	-0.035	-0.041	-0.007
Si	14.997	9.586	12.297	-0.006	-0.066	-0.005
Si	12.295	12.3	12.293	-0.001	0.002	-0.003
Si	15.035	15.05	12.289	-0.005	0.01	0.009
Si	0.001	2.739	13.642	0.046	-0.042	-0.029
Si	2.757	0.029	13.721	-0.015	-0.028	0.064
Si	16.356	8.214	13.661	-0.023	0.056	0.025
Si	2.745	5.49	13.669	-0.034	-0.05	0.009
Si	0.029	13.702	13.647	0.069	-0.098	0.027
Si	2.704	10.962	13.653	0.023	-0.016	0.003
Si	5.47	2.75	13.702	0.002	0.046	0.005
Si	8.198	16.389	13.672	0.019	-0.02	0.006
Si	5.484	8.219	13.688	-0.003	-0.075	0.027
Si	8.197	5.464	13.739	0.054	-0.006	0.015
Si	5.46	13.685	13.666	-0.033	0.013	-0.015
Si	8.18	10.894	13.729	-0.008	0.013	0.03
Si	10.937	2.778	13.698	-0.036	-0.004	0.037
Si	13.654	0.017	13.629	-0.002	0.007	-0.025
Si	10.9	8.2	13.673	0.056	0.053	0.015
Si	13.642	5.472	13.668	-0.02	-0.025	0.005
Si	10.927	13.633	13.672	0.009	0.006	-0.011
Si	13.655	10.954	13.684	-0.041	0.04	0.049
Si	1.403	4.074	14.999	-0.027	0.115	-0.074
Si	4.146	1.395	15.112	0.029	-0.037	0.064
Si	1.31	9.609	15.003	0.021	-0.071	0.031
Si	4.106	6.867	15.04	0	0.179	0.013
Si	1.374	15.05	15.071	-0.066	0.008	0.044
Si	4.067	12.335	15.005	0.073	0.007	-0.045
Si	6.841	4.067	15.107	-0.062	-0.024	0.079
Si	9.552	1.382	15.009	0.01	-0.009	-0.012
Si	6.835	9.513	15.146	-0.072	0.003	0.062
Si	9.565	6.855	15.096	-0.104	-0.075	0.035
Si	6.861	14.999	15.049	-0.033	0.011	0.061
Si	9.596	12.237	15.069	0.068	0.065	0.092
Si	12.317	4.124	15.099	0.1	0.088	0.037
Si	15.013	1.386	14.989	0.011	0.033	0.084
Si	12.265	9.567	15.028	-0.068	-0.078	0.064
Si	15.002	6.829	15.033	0.056	0.02	-0.002
Si	12.317	15.02	14.975	0.013	0.005	0.015
Si	15.091	12.322	15.005	0.017	0.073	0.025
Si	16.352	0.041	16.377	0.098	-0.072	0.068
Si	2.747	2.785	16.457	-0.063	0.081	0.17
Si	16.372	5.379	16.314	-0.029	0.036	0.088
Si	2.635	8.207	16.343	0.118	0.085	0.048
Si	0.026	10.993	16.446	-0.016	-0.031	0.112
Si	2.77	13.687	16.44	0.031	0.003	0.086
Si	5.585	0.011	16.445	0.105	-0.052	0.038
Si	8.225	2.665	16.48	0.048	0.057	0.188
Si	5.492	5.526	16.416	0.083	-0.064	-0.028
Si	8.233	8.147	16.591	0.082	0.027	0.038
Si	5.361	10.93	16.362	-0.102	0.052	0.074
Si	8.206	13.577	16.418	-0.049	-0.03	0.18
Si	10.924	16.376	16.292	0.092	0.041	0.073
Si	13.685	2.699	16.442	0.031	-0.091	0.117
Si	10.979	5.55	16.46	0.032	-0.007	0.142
Si	13.66	8.249	16.387	-0.008	0.113	0.049
Si	10.929	10.857	16.497	0.06	0.01	0.088
Si	13.763	13.734	16.325	-0.08	0.048	0.124
Si	1.312	1.391	17.741	-0.085	0.045	-0.154
Si	4.056	4.307	17.801	0.108	0.026	-0.181
Si	1.286	6.759	17.645	0.124	-0.062	-0.069
Si	3.85	9.686	17.723	-0.024	0.044	-0.16
Si	1.347	12.419	17.86	0.096	0.076	0.067
Si	4.206	15.061	17.761	0.031	-0.061	-0.196
Si	7.073	1.136	17.979	-0.333	0.373	0.136
Si	9.641	4.087	17.751	-0.203	0.111	-0.208
Si	6.846	6.752	17.956	-0.061	-0.192	0.191
Si	9.59	9.501	18.05	0.12	0.166	-0.015
Si	6.8	12.142	17.766	-0.118	-0.031	-0.243
Si	9.65	14.994	17.685	-0.109	0.079	-0.037
Si	12.263	1.258	17.729	0.163	0.024	-0.043
Si	15.108	4.051	17.815	0.081	-0.152	0.007
Si	12.329	6.997	17.871	-0.01	0.153	0.032
Si	15.042	9.582	17.778	-0.221	-0.014	0.049
Si	12.516	12.249	17.619	0.278	-0.033	-0.183
Si	14.962	15.17	17.824	-0.229	0.044	0.063
Si	16.375	2.578	19.312	-0.093	0.153	0.25
Si	2.859	0.149	18.947	-0.031	0.03	0.14
Si	16.263	7.98	18.974	-0.108	-0.07	0.172
Si	2.705	5.636	19.156	-0.126	0.461	0.373
Si	0.045	13.945	19.142	0.233	0.086	0.281
Si	2.417	10.914	19.35	-0.013	-0.048	0.16
Si	5.953	2.454	19.63	0.457	-0.634	-0.094
Si	8.443	16.08	19.396	0.266	-0.124	0.318
Si	5.185	8.238	18.917	0.043	0.277	-0.187
Si	8.386	5.233	19.342	0.265	0.189	-0.135
Si	5.637	13.7	19.07	0.148	-0.111	0.38
Si	7.872	10.621	19.295	-0.192	0.089	0.4
Si	10.977	2.668	19.024	0.076	-0.263	0.266
Si	13.459	0.003	19.328	0.04	-0.228	0.355
Si	11.265	8.518	19.538	-0.172	-0.435	-0.021
Si	13.656	5.451	19.027	0.204	0.005	0.388
Si	11.121	13.612	18.803	0.326	-0.308	-0.023
Si	13.904	11.116	19.219	0.12	0.243	-0.281
Si	1.574	3.306	20.954	-0.023	0.025	-0.161
Si	4.072	1.37	20.532	-0.225	-0.113	0.077
Si	0.966	9.32	20.451	-0.135	-0.29	-0.371
Si	3.5	7.483	20.333	-0.26	-0.522	0.167
Si	1.462	15.417	20.405	0.126	-0.044	-0.155
Si	3.973	11.723	20.962	0.014	-0.304	-0.04
Si	7.95	3.294	20.701	-0.557	-0.05	0.103
Si	9.974	1.834	21.025	0.236	0.164	-0.241
Si	6.149	9.494	20.583	0.19	-0.428	-0.389
Si	10.035	5.976	20.962	-0.078	-0.334	-0.194
Si	7.416	14.253	20.534	0.098	0.149	-0.225
Si	8.843	12.368	20.436	-0.2	-0.195	-0.087
Si	12.371	3.983	20.267	0.315	0.193	-0.217
Si	14.535	1.701	20.651	-0.267	0.094	-0.213
Si	12.63	10.132	20.871	0.02	0.167	-0.122
Si	15.059	6.571	20.508	-0.036	-0.352	-0.328
Si	12.438	14.425	20.516	-0.174	0.687	-0.431
Si	15.131	12.727	20.64	0.15	0.191	-0.062
Si	16.281	13.571	23.362	-0.062	-0.129	0.299
Si	7.077	2.713	26.986	-0.1	-0.014	0.114
Si	16.162	4.682	22.883	-0.04	0.247	0.124
Si	4.928	7.419	22.119	0.115	-0.161	-0.038
Si	13.181	15.709	25.397	0.042	0.012	0.263
Si	2.825	13.803	22.681	-0.11	0.113	0.199
Si	9.579	13.588	24.691	-0.178	0.049	0.197
Si	8.381	4.868	23.153	-0.317	-0.018	0.444
Si	3.794	7.534	24.842	-0.042	-0.184	0.013
Si	11.166	4.711	29.551	0.003	-0.064	-0.222
Si	5.694	5.349	24.032	-0.213	0.053	0.171
Si	7.198	14.167	22.923	0	0.015	0.36
Si	11.714	1.463	23.847	-0.064	0.014	0.414
Si	16.171	0.15	22.735	0.104	-0.09	0.162
Si	13.26	5.111	27.46	0.02	-0.028	-0.056
Si	14.518	9.146	21.95	0.018	-0.066	-0.038
Si	10.96	12.512	22.38	-0.144	0.339	0.291
Si	13.928	9.896	24.964	-0.108	0.313	0.333
Si	0.613	14.471	31.698	-0.062	0.028	-0.155
Si	5.143	5.005	27.958	0.065	-0.089	0.086
Si	15.947	9.325	27.34	0.181	0.088	0.28
Si	4.778	7.973	28.424	0.1	0.006	0.194
Si	15.921	0.894	25.632	-0.017	-0.06	0.356
Si	1.628	0.962	28.14	-0.086	-0.085	0.007
Si	4.833	16.106	23.052	0.059	0.012	0.348
Si	6.817	9.855	26.959	-0.018	0.132	0.074
Si	8.004	11.952	28.995	-0.115	0.059	0.028
Si	8.321	0.182	28.292	-0.002	-0.037	-0.053
Si	13.268	11.922	30.513	0.069	0.128	-0.248
Si	9.754	3.17	25.247	-0.104	-0.161	0.264
Si	11.368	10.087	26.587	-0.125	0.208	0.102
Si	9.137	8.162	26.669	-0.064	0.059	0.028
Si	16.052	6.441	28.053	0.248	-0.082	0.049
Si	14.136	3.328	24.888	-0.032	-0.059	0.252
Si	4.835	2.349	24.882	0.071	0.09	0.188
Si	1.175	5.744	25.394	0.179	-0.064	0.147
Si	2.746	3.388	26.613	0.072	0.058	0.042
Si	2.683	9.368	26.967	-0.042	-0.066	0.095
Si	4.278	6.143	30.538	0.008	0.047	0.091
Si	1.444	0.622	30.493	0.129	0.094	-0.282
Si	2.19	12.031	28.3	-0.004	0.046	-0.076
Si	3.395	15.285	31.63	0.082	0.151	-0.196
Si	10.57	5.614	26.884	-0.034	0.05	-0.085
Si	6.93	12.367	25.254	0.133	0.066	0.065
Si	6.39	5.503	32.531	-0.221	-0.093	-0.425
Si	11.04	12.63	28.289	-0.041	0.094	-0.043
Si	3.466	14.784	28.565	-0.025	0.029	-0.088
Si	10.946	2.997	31.829	-0.555	-0.63	-0.155
Si	6.397	14.201	27.672	0.109	-0.063	0.059
Si	10.696	8.772	29.057	-0.054	0.11	-0.011
Si	11.24	6.554	31.079	-0.182	-0.182	-0.538
Si	10.83	15.401	27.019	-0.093	0.059	0.155
Si	14.393	12.854	25.589	-0.023	0.161	0.36
Si	15.952	5.26	32.935	0.292	0.022	-0.319
Si	11.404	16.349	32.572	-0.186	-0.051	-0.412
Si	15.455	11.469	28.229	-0.012	-0.025	-0.075
Si	1.312	5.448	30.572	0.125	0.014	0.002
Si	1.857	10.346	33.612	0.691	0.439	-0.059
Si	2.145	11.826	31.297	-0.117	-0.008	-0.477
Si	8.052	2.951	32.751	0.018	-0.166	-0.341
Si	8.465	0.009	31.486	0.194	0.19	-0.059
Si	9.062	10.389	31.124	-0.128	0.025	-0.142
Si	8.518	7.622	32.46	-0.21	0.096	-0.41
Si	6.255	15.127	33.243	-0.017	0.132	-0.302
Si	11.541	10.621	32.671	-0.083	0.004	-0.412
Si	13.179	4.148	33.499	0.167	-0.02	-0.205
Si	12.063	7.645	33.588	0.401	0.328	-0.01
Si	1.331	2.969	32.385	-0.001	0.059	-0.254
Si	13.887	14.417	32.489	0.085	0.089	-0.222
Si	3.534	11.947	33.78	-0.587	-0.684	-0.324
O	1.084	15.206	35.177	0.487	-0.082	0.311
O	15.375	1.033	35.15	-0.105	0.304	0.441
O	4.613	4.726	0.163	0.063	-0.289	0.102
O	4.027	1.296	35.026	0.133	-0.297	-0.258
O	0.024	6.165	34.187	-0.213	0.065	0.12
O	2.348	2.669	33.653	0.061	-0.211	0.714
O	2.092	8.887	34.315	-0.198	-0.217	-0.093
O	4.897	7.585	30.02	-0.176	0.032	-0.227
O	16.029	10.013	0.499	0.295	0.332	0.118
O	3.446	12.365	32.163	0.008	0.305	0.463
O	1.692	10.371	31.948	0.085	-0.042	0.138
O	3.109	13.246	34.674	-0.069	0.275	-0.417
O	7.307	15.432	32.048	-0.19	-0.168	0.05
O	6.124	16.317	34.345	0.171	0.063	0.134
O	9.506	1.388	35.171	-0.056	-0.12	0.478
O	7.572	2.874	34.301	0.137	0.176	0.281
O	4.06	7.185	34.91	-0.038	-0.092	0.307
O	6.273	5.71	34.128	0.114	0.184	0.118
O	9.947	5.327	35.527	-0.15	-0.567	0.314
O	8.348	9.08	31.752	0.164	-0.261	0.143
O	6.713	9.559	35.003	0.018	0.288	0.11
O	5.009	11.41	34.233	0.388	0.179	0.057
O	9.444	12.723	34.771	0.103	-0.07	-0.163
O	6.977	13.905	34.117	0.443	0.019	0.363
O	11.342	16.187	34.189	0.13	-0.079	0.673
O	12.774	15.582	32.056	0.017	0.002	0.117
O	13.651	2.664	33.991	0.206	-0.021	-0.213
O	8.501	7.787	34.089	0.116	-0.037	0.388
O	12.523	4.851	34.825	0.063	0.05	-0.064
O	0.056	3.696	1.555	-0.503	-0.077	0.482
O	13.472	8.151	34.315	0.008	-0.317	-0.294
O	11.81	11.587	33.957	-0.115	0.233	-0.02
O	10.286	10.323	0.078	-0.151	0.08	0.121
O	14.906	12.304	35.322	0.221	-0.111	0.236
O	13.573	14.15	34.066	-0.011	0.156	0.417
O	2.071	4.779	20.433	-0.348	-0.206	-0.231
O	2.935	2.382	21.234	-0.102	0.066	-0.219
O	4.811	1.112	23.851	-0.259	-0.044	-0.276
O	4.59	0.127	21.501	0.112	-0.051	-0.264
O	2.218	8.382	21.019	0.485	-0.301	-0.033
O	16.106	9.581	21.565	0.048	0.077	-0.201
O	5.009	6.431	25.058	0.233	-0.182	0.068
O	5.092	3.678	18.934	0.212	0.237	-0.269
O	2.369	14.303	21.202	0.265	-0.234	-0.135
O	0.918	0.101	21.566	0.346	-0.163	-0.451
O	5.098	10.555	21.288	-0.051	0.507	-0.111
O	3.513	12.337	22.429	-0.065	-0.18	-0.069
O	7.769	10.72	27.957	0.181	-0.09	0.074
O	7.464	3.979	22.134	-0.168	0.108	0.304
O	4.654	12.956	20.166	-0.04	0.187	-0.198
O	9.441	0.327	20.611	-0.432	-0.381	-0.431
O	6.314	8.318	21.785	-0.038	-0.162	0.196
O	5.333	5.871	22.519	-0.002	0.189	-0.082
O	11.281	4.866	21.212	-0.231	0.229	-0.366
O	6.585	12.8	23.695	-0.064	0.242	-0.371
O	11.437	13.99	21.782	0.162	0.081	0.319
O	8.696	14.418	23.575	0.161	0.298	-0.29
O	10.233	12.407	19.551	0.107	-0.002	-0.449
O	9.415	12.104	21.967	-0.22	0.158	0.132
O	13.479	2.969	21.043	0.225	-0.01	-0.47
O	14.591	5.754	28.103	-0.088	-0.125	0.233
O	14.98	1.109	22.153	-0.287	0.098	0.026
O	15.656	15.014	22.914	-0.34	0.189	-0.041
O	10.599	7.478	20.682	0.049	0.387	-0.242
O	11.943	11.301	21.891	0.452	-0.559	0.111
O	0.802	3.503	22.409	-0.087	-0.279	0.123
O	14.276	7.57	21.551	-0.255	0.311	-0.072
O	13.874	13.756	20.926	-0.249	-0.123	0.181
O	11.019	1.615	22.353	-0.259	0.201	-0.749
O	11.295	11.697	26.945	-0.174	-0.069	-0.348
O	15.818	12.515	22.177	-0.309	-0.222	-0.55
O	3.015	0.415	31.095	-0.187	0.034	0.207
O	1.489	13.59	23.579	0.059	-0.047	-0.134
O	6.487	4.104	27.655	0.114	0.024	-0.155
O	2.032	14.852	32.483	0.125	0.091	0.013
O	2.459	6.694	25.19	-0.027	-0.074	-0.139
O	0.485	5.692	23.932	0.146	0.21	-0.178
O	2.885	10.96	27.277	0.241	-0.106	-0.225
O	3.643	8.913	25.71	0.208	-0.012	-0.193
O	15.793	5.474	21.505	0.167	-0.054	-0.186
O	15.795	13.267	24.886	0.339	-0.234	-0.174
O	3.74	14.94	23.435	0.062	-0.026	-0.111
O	10.145	14.708	25.717	0.087	-0.208	-0.398
O	2.243	2.464	27.852	-0.318	0.09	0.468
O	6.305	15.479	23.344	0.129	-0.086	-0.257
O	5.167	3.812	24.219	-0.015	0.109	-0.263
O	7.312	5.425	24.261	0.4	0.051	0.056
O	8.562	12.535	25.45	0.008	0.083	-0.181
O	5.31	6.613	27.653	-0.042	-0.014	-0.188
O	6.874	13.106	28.794	-0.074	-0.067	0.091
O	7.922	11.404	30.54	0.189	-0.043	-0.057
O	9.201	6.05	22.384	0.106	0.137	0.076
O	4.025	8.072	23.328	-0.026	0.18	-0.133
O	9.835	0.112	27.676	0.004	-0.043	0.22
O	12.873	2.562	24.201	0.195	0.049	-0.415
O	12.437	16.389	24.079	0.094	0.104	-0.212
O	10.511	1.75	24.953	0.002	-0.036	0.099
O	10.69	4.211	26.067	0.02	-0.093	-0.186
O	9.954	9.448	26.067	-0.036	0.082	-0.138
O	9.601	6.691	26.108	-0.126	-0.202	0.094
O	7.575	8.515	26.386	0.192	0.068	-0.095
O	13.306	14.067	25.37	0.008	-0.026	-0.215
O	12.396	9.632	25.433	-0.042	0.095	-0.386
O	14.688	16.231	25.704	0.074	-0.103	-0.422
O	11.499	7.766	30.008	0.274	-0.042	-0.103
O	0.478	0.712	26.954	0.002	-0.077	-0.059
O	12.055	12.216	29.475	-0.096	-0.047	-0.125
O	0.618	15.58	30.467	-0.099	-0.03	-0.187
O	1.556	4.25	25.93	-0.343	0.126	0.157
O	4.711	4.919	29.529	-0.095	0.048	0.212
O	3.909	4.411	27.09	0.127	0.267	-0.166
O	15.834	8.037	28.383	-0.151	0.124	0.137
O	1.08	9.226	26.712	-0.023	-0.039	0.17
O	3.197	8.367	28.173	-0.24	0.001	-0.15
O	2.737	13.499	27.885	-0.113	-0.021	-0.264
O	9.482	12.56	28.734	-0.02	0.009	0.345
O	3.329	2.376	25.486	-0.014	0.127	0.101
O	4.759	15.028	32.515	0.141	-0.042	0.471
O	5.004	14.892	28.083	0.1	0.041	-0.168
O	8.039	1.524	31.951	-0.157	0.182	-0.206
O	2.739	16.146	28.011	0.033	-0.139	0.01
O	5.606	9.279	27.898	0.057	0.15	-0.129
O	9.459	3.853	23.81	0.263	0.033	-0.151
O	6.442	10.856	25.698	-0.224	-0.095	-0.228
O	9.84	6.823	31.921	-0.271	0.103	0.265
O	12.215	16.166	26.634	0.044	-0.189	0.178
O	10.814	12.758	24.002	0.332	-0.313	-0.13
O	7.574	1.624	28.093	0.126	0.053	0.019
O	13.639	4.273	26.12	0.23	-0.009	-0.038
O	12.108	6.207	26.998	0.056	0.281	-0.072
O	8.36	2.997	26.047	0.299	-0.02	-0.396
O	0.196	6.374	26.52	-0.198	0.136	-0.068
O	14.844	4.137	23.666	0.121	-0.102	-0.298
O	12.389	6.759	32.226	0.187	0.104	0.22
O	9.446	8.067	28.277	-0.009	-0.137	0.111
O	14.289	9.214	23.556	-0.093	0.053	0.078
O	14.935	9.238	26.058	0.038	-0.255	-0.342
O	13.952	11.515	24.797	-0.321	0.005	-0.205
O	11.291	14.211	28.024	0.012	-0.16	0.291
O	15.248	2.371	25.61	-0.01	0.28	-0.173
O	3.488	14.506	30.181	0.203	-0.001	0.024
O	0.081	3.728	33.084	-0.138	0.12	0.087
O	0.306	0.665	24.202	0.218	0.142	-0.398
O	0.782	1.634	31.607	-0.178	-0.028	0.029
O	7.495	15.392	27.558	0.141	-0.144	-0.404
O	0.664	5.623	29.068	0.151	0.087	-0.069
O	1.806	3.963	31.13	-0.081	-0.258	0.101
O	0.141	5.963	31.588	-0.024	0.205	0.089
O	2.665	6.351	30.626	-0.108	-0.075	-0.224
O	0.544	11.204	34.101	-0.197	-0.095	-0.161
O	14.62	12.453	27.166	-0.233	0.162	0.165
O	0.871	12.905	31.261	-0.074	-0.201	0.017
O	2.664	11.56	29.782	-0.082	-0.208	0.394
O	11.48	1.487	32.043	0.094	0.175	-0.063
O	12.554	4.298	28.717	-0.062	-0.08	0.144
O	8.422	16.322	29.878	0.125	-0.116	0.257
O	9.939	15.861	31.971	0.024	-0.065	0.158
O	6.206	13.455	26.238	-0.038	0.037	-0.151
O	4.868	5.684	31.974	0.011	0.022	0.192
O	7.274	6.72	31.925	-0.066	0.265	0.065
O	7.06	4.071	32.079	0.1	0.065	0.254
O	5.909	2.043	26.072	-0.19	-0.056	-0.162
O	0.559	12.119	28.321	0.003	0.152	-0.043
O	10.05	11.126	32.181	0.286	-0.104	0.213
O	10.051	9.992	29.893	0.353	0.048	0.118
O	10.651	3.308	30.249	0.187	0.247	0.191
O	10.067	5.219	28.406	0.295	-0.114	0.164
O	15.53	14.683	32.386	0.208	0.177	-0.091
O	9.624	3.397	32.703	0.417	0.434	0.251
O	11.365	9.054	33.098	-0.205	-0.172	-0.267
O	12.123	3.997	32.285	0.347	0.523	0.032
O	14.354	5.089	32.904	-0.407	0.195	0.003
O	13.613	13.218	31.428	-0.12	0.043	-0.061
O	12.733	10.766	31.551	-0.165	-0.229	0.519
O	11.782	9.359	27.997	0.139	0.033	-0.123
O	14.606	11.487	29.653	0.018	-0.139	-0.112
Si	16.349	0.08	5.496	0.147	-0.005	0.032
Si	2.775	2.765	5.584	0.025	-0.006	-0.021
Si	16.383	5.473	5.571	-0.067	-0.039	-0.034
Si	2.708	8.235	5.477	-0.028	0.023	-0.022
Si	16.33	10.981	5.501	0.032	-0.034	0.046
Si	2.728	13.695	5.506	-0.009	0.006	-0.036
Si	5.484	0.012	5.497	-0.053	-0.012	-0.014
Si	8.163	2.786	5.385	-0.008	-0.036	-0.091
Si	5.415	5.521	5.452	0.054	0.04	-0.021
Si	8.157	8.232	5.458	-0.037	0.015	-0.054
Si	5.433	10.993	5.48	0.033	-0.012	-0.044
Si	8.172	13.69	5.459	-0.047	-0.016	-0.053
Si	10.85	0.098	5.454	0.097	0.019	-0.066
Si	13.638	2.749	5.488	-0.023	0.016	-0.051
Si	10.877	5.498	5.426	0.018	-0.006	-0.013
Si	13.622	8.221	5.435	-0.026	-0.001	0
Si	10.875	10.992	5.471	0.073	0.013	-0.012
Si	13.571	13.728	5.487	-0.043	-0.066	-0.031
Si	1.345	1.406	6.879	-0.053	0.022	0.005
Si	4.127	4.158	6.895	0.001	-0.063	0.019
Si	1.354	6.875	6.876	-0.031	0.03	0.01
Si	4.081	9.601	6.846	0.008	-0.053	-0.028
Si	1.333	12.332	6.854	-0.037	0.017	-0.013
Si	4.102	15.061	6.862	-0.014	0.019	-0.014
Si	6.852	1.405	6.824	0.02	-0.036	-0.027
Si	9.52	4.127	6.8	-0.005	0.034	-0.016
Si	6.793	6.869	6.828	-0.025	0.011	-0.009
Si	9.525	9.598	6.826	0.001	0.003	-0.02
Si	6.817	12.334	6.847	-0.013	0.014	0.006
Si	9.524	15.085	6.822	-0.031	0.023	-0.005
Si	12.258	1.397	6.843	-0.002	-0.027	0.032
Si	14.994	4.101	6.878	0.021	0.058	0.039
Si	12.249	6.857	6.811	0.003	0.054	-0.058
Si	14.983	9.576	6.843	0.043	-0.015	-0.032
Si	12.238	12.342	6.854	0.022	0.014	0.037
Si	14.985	15.078	6.84	-0.024	0.026	-0.026
Si	16.379	2.762	8.244	-0.005	-0.033	0.025
Si	2.723	0.025	8.217	-0.014	-0.027	-0.003
Si	16.368	8.232	8.223	-0.013	-0.026	0.002
Si	2.728	5.507	8.241	0.016	0.013	0.003
Si	16.366	13.707	8.204	0.068	0.013	-0.023
Si	2.707	10.96	8.216	-0.051	-0.02	-0.006
Si	5.491	2.76	8.218	-0.019	0.035	-0.007
Si	8.182	0.032	8.218	0.006	0.014	0.009
Si	5.446	8.232	8.215	0.01	0.024	-0.008
Si	8.167	5.491	8.186	0.007	-0.022	-0.004
Si	5.462	13.694	8.225	0.002	0.004	0.005
Si	8.172	10.953	8.211	-0.009	-0.016	0.001
Si	10.889	2.771	8.195	0.027	-0.002	-0.006
Si	13.624	0.03	8.218	0.003	-0.008	-0.01
Si	10.894	8.226	8.185	0.03	-0.007	0.006
Si	13.619	5.497	8.199	0.015	-0.019	0.011
Si	10.884	13.716	8.211	0.024	-0.028	-0.003
Si	13.619	10.958	8.2	0.003	0.022	-0.008
Si	1.359	4.127	9.595	-0.023	0.014	-0.002
Si	4.104	1.394	9.57	-0.007	0.002	-0.009
Si	1.344	9.591	9.586	0.005	0.016	0.007
Si	4.098	6.868	9.602	-0.03	0	0.001
Si	1.353	15.057	9.568	-0.025	0.022	0.007
Si	4.093	12.321	9.579	0.028	0.036	-0.008
Si	6.841	4.124	9.591	-0.003	-0.015	0.007
Si	9.549	1.395	9.585	0.004	-0.037	-0.011
Si	6.817	9.583	9.586	-0.021	-0.008	0.013
Si	9.538	6.853	9.555	-0.006	0.017	-0.008
Si	6.827	15.057	9.593	-0.04	-0.003	0.005
Si	9.54	12.319	9.575	-0.018	0.037	-0.001
Si	12.261	4.128	9.567	-0.013	0.026	0.004
Si	15.01	1.384	9.587	0.023	0.025	0.004
Si	12.261	9.58	9.565	-0.013	-0.023	-0.006
Si	15	6.851	9.574	0.021	0.017	-0.001
Si	12.268	15.06	9.584	0.034	0.016	0.007
Si	15.004	12.322	9.557	-0.012	-0.023	-0.007

Results
total energy: -115447.405 eV
total energy less fixed offsets of O -438.35, Si -107.03 eV per atom: 18.935 eV
